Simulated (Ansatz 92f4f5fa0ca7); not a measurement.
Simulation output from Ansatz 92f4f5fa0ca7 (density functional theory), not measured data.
Periodic cell of 224 atoms, Si128O64H32, with a vacuum gap, from a study of silicon, its oxide and their interface. The atomic structure is a simulated model.

Settings: functional r2SCAN; potential files Ansatz PAW; basis plane waves; wave-function cutoff 800 eV; density cutoff ratio 5; exchange-correlation grid ratio 1; k mesh 1 x 1 x 1, shifted by 0.5 0.5 0 of a step; self-consistency stop 1e-11 eV per atom in the density residual; occupations fixed; spin none; net charge 0; applied field sawtooth along c, amplitude +0.015 V/angstrom in the program's sign convention, ramp centred at 0.9879 of c and 0.0243 of c wide, no dipole correction.

Cell vectors (angstrom)
a, 10.88, 0, 0
b, 0, 10.88, 0
c, 0, 0, 41.1842

Atoms and the computed forces on them: element, x, y, z (angstrom), force x, y, z (eV/angstrom)
Si, -3.7974, 0.613, 26.1854, 0.0053, -0.0093, 0.0219
Si, -0.9013, 3.3866, 26.2018, 0.0026, 0.0017, 0.0195
Si, -4.2591, 6.6893, 26.1773, -0.0049, -0.0033, 0.0238
Si, -1.5308, -1.5289, 26.2907, 0.0023, 0.0078, 0.0158
Si, -9.6433, 1.0982, 26.2126, -0.0083, 0.0091, 0.018
Si, -6.9973, 3.9944, 26.0586, -0.0084, 0.0107, 0.0299
Si, 1.5964, 6.1432, 26.2117, -0.0016, -0.0085, 0.0182
Si, -6.5138, -2.0185, 26.1453, 0.0056, -0.0074, 0.0265
Si, -2.6395, 2.2936, 27.383, -0.0009, 0.0071, -0.0028
Si, 0.1117, 4.9745, 27.5717, 0.0056, -0.0047, -0.0023
Si, -2.6813, -3.1233, 27.5393, 0.0037, 0.0032, -0.0079
Si, 0.0548, -0.3926, 27.5668, -0.0025, -0.0022, -0.0037
Si, -8.0433, 2.3261, 27.4021, -0.0006, -0.0074, -0.0009
Si, -5.402, 5.0646, 27.4287, 0.0009, -0.0041, -0.005
Si, 2.7826, 7.7327, 27.4675, -0.002, 0.0044, -0.004
Si, -5.3724, -0.4749, 27.5094, 0.0006, -0.0058, -0.0016
Si, -4.0103, 3.6669, 28.7351, -0.0042, 0.0048, -0.0115
Si, -1.2991, 6.3644, 28.8313, -0.0012, 0.0002, -0.0101
Si, -4.0256, -1.7885, 28.9262, 0, 0.0019, -0.0112
Si, -1.3192, 0.9817, 28.8773, 0.0034, -0.0049, -0.015
Si, 1.4946, 3.6276, 28.8879, -0.0037, -0.0009, -0.015
Si, 4.1414, 6.3873, 28.8611, 0.0002, 0.0044, -0.0143
Si, 1.4346, 9.0922, 28.8312, -0.0033, 0.0061, -0.0089
Si, -6.7201, 0.9535, 28.7853, 0.0019, 0.0016, -0.0125
Si, -5.3512, 2.3096, 30.1374, 0.0014, 0.0016, 0.0048
Si, -2.6711, 5.004, 30.1576, -0.0038, 0.0018, 0.006
Si, -5.3883, 7.7279, 30.2409, -0.0017, 0.0005, 0.0039
Si, -2.6533, -0.4023, 30.2282, -0.0024, -0.0009, 0.0041
Si, 0.0795, 2.3038, 30.2194, -0.0017, -0.0027, 0.0042
Si, 2.8124, 5.0187, 30.2262, 0.0014, 0.0038, 0.0059
Si, 0.0714, 7.7303, 30.1785, -0.0046, -0.0001, 0.0082
Si, 2.7954, -0.4063, 30.1616, -0.0045, -0.0006, 0.0062
Si, 1.3749, -1.3891, 8.3036, 0.0122, 0.0181, -0.1788
Si, 4.0776, 1.3714, 8.2837, -0.0151, -0.0186, -0.1847
Si, 1.3358, 4.082, 8.2901, -0.0082, -0.0053, -0.1863
Si, 4.0674, -4.0634, 8.2904, -0.0024, -0.0037, -0.1812
Si, 6.7902, -1.3547, 8.2776, -0.0036, 0.0053, -0.1885
Si, -1.3633, 1.3725, 8.2807, -0.0004, -0.0051, -0.184
Si, 6.7999, 4.0547, 8.2797, -0.0008, 0.0083, -0.1837
Si, -1.3194, 6.8245, 8.2687, -0.0004, 0.0015, -0.1909
Si, 2.7296, -0.0037, 9.6311, 0, 0.0014, -0.0115
Si, 5.4257, 2.7179, 9.6619, -0.0039, 0.0003, -0.0195
Si, 2.6766, 5.4695, 9.6248, 0.0092, 0.0004, -0.02
Si, 5.4359, -2.7074, 9.6472, -0.0047, -0.0008, -0.0215
Si, -2.7237, 0.0065, 9.6154, -0.0023, -0.0013, -0.0185
Si, -0.018, 2.7215, 9.6669, -0.0072, -0.0029, -0.0207
Si, 8.2066, 5.4313, 9.5566, -0.0028, -0.0058, -0.0095
Si, 0.0274, -2.7347, 9.6992, 0.0019, -0.0053, -0.0308
Si, 1.3271, 1.3047, 10.9883, 0.0073, -0.0029, -0.0036
Si, 4.0214, 4.1157, 10.954, -0.0011, 0.0042, -0.0122
Si, 1.3761, -4.1087, 11.0966, 0.0048, -0.0049, -0.0033
Si, 4.107, -1.3085, 11.0176, -0.0015, 0.0041, -0.0071
Si, -4.069, 1.344, 10.9925, 0.0027, -0.0066, -0.0067
Si, -1.3601, 4.139, 10.9986, -0.0054, 0.003, -0.0042
Si, 6.8462, -4.1252, 10.8871, -0.0013, -0.003, -0.0067
Si, -1.3713, -1.3403, 10.982, -0.0077, 0.0059, -0.006
Si, -0.0682, 0.0068, 12.4163, 0.0001, 0.0051, 0.0131
Si, 2.6826, 2.6988, 12.2817, -0.0033, -0.0024, 0.0121
Si, -0.0107, -5.4836, 12.4936, -0.0027, -0.0043, 0.0077
Si, 2.7583, -2.6592, 12.3836, -0.0002, -0.0044, 0.0087
Si, 5.5154, -0.0113, 12.4255, -0.0008, -0.0005, 0.0137
Si, -2.7691, 2.7978, 12.2955, -0.001, 0.0022, 0.0091
Si, 5.453, 5.4686, 12.2403, 0.0045, 0.0032, 0.0124
Si, -2.7044, -2.7828, 12.2575, 0.0048, 0.0004, 0.0143
Si, 1.0925, -1.6183, 13.6793, 0.0026, 0.007, 0.0092
Si, 4.2763, 1.6054, 13.5826, -0.002, -0.0062, 0.0094
Si, 1.1061, 3.696, 13.709, 0.0118, -0.0037, 0.0088
Si, 4.4565, -3.7681, 13.5545, -0.0024, -0.0089, 0.0088
Si, 6.7473, -1.6304, 13.6709, 0.0073, 0.0034, 0.0056
Si, -1.2833, 1.651, 13.6457, -0.008, 0.0032, 0.006
Si, -4.4084, 3.8628, 13.6117, 0.0054, -0.0022, 0.0099
Si, -1.2012, -3.8402, 13.7151, -0.0071, -0.0012, 0.0074
Si, -0.4412, 6.8619, 19.3154, -0.0061, -0.0034, 0.0334
Si, -5.9029, 3.8351, 23.088, 0.0032, 0.005, 0.0381
Si, 4.2883, -1.745, 17.818, 0.0018, 0.0007, 0.0273
Si, 1.6965, -1.7951, 19.2074, -0.0049, 0.0143, 0.0393
Si, 5.2131, 2.5032, 18.2047, -0.0038, -0.0048, 0.0317
Si, 2.1874, 0.4865, 21.3125, 0.0056, -0.0025, 0.0385
Si, -1.8657, -3.1097, 21.8559, 0.0041, -0.0288, 0.0448
Si, -1.7511, 3.5928, 23.3859, -0.0103, 0.0052, 0.038
Si, 0.822, 3.9243, 19.2544, -0.0028, -0.0025, 0.0345
Si, 1.419, 4.7229, 16.5282, -0.0078, -0.0029, 0.0309
Si, 6.7218, 4.6749, 16.6137, 0.0035, -0.0045, 0.032
Si, 3.204, 0.9632, 16.4846, 0.012, 0.002, 0.0287
Si, -3.9446, 1.5184, 23.3689, -0.0034, 0.0011, 0.036
Si, 6.772, -0.1902, 18.4926, -0.0013, -0.0054, 0.0342
Si, -2.6309, -0.1557, 21.2655, -0.0035, 0.0026, 0.0352
Si, -2.332, -0.1228, 15.8476, -0.0017, -0.0068, 0.0371
Si, -1.4441, -4.7375, 16.6233, 0.0103, 0.0007, 0.0332
Si, -7.4057, 3.1449, 20.541, 0.0007, -0.0045, 0.0352
Si, -3.7143, 5.8652, 23.2374, -0.0024, -0.0026, 0.0181
Si, 0.8025, -0.5217, 16.459, 0.0185, 0.0006, 0.0342
Si, 0.2008, -2.9504, 24.0595, 0.0014, 0.0037, 0.0332
Si, 2.4714, -0.7925, 23.9729, 0.0003, 0.0034, 0.0352
Si, -0.3437, 2.0653, 21.2763, -0.0011, 0.0025, 0.0311
Si, 4.0307, -4.5413, 16.4185, 0.001, -0.0013, 0.0592
Si, -4.0201, 0.9632, 31.5478, -0.0099, -0.0058, 0.02
Si, -1.2961, 3.6757, 31.54, -0.0006, -0.0024, 0.0198
Si, -4.0092, 6.3557, 31.5522, -0.0108, 0.0009, 0.0184
Si, -1.2759, 9.0987, 31.5445, -0.0017, 0.0095, 0.0203
Si, 1.4352, 0.9235, 31.5492, -0.0106, 0.0035, 0.0195
Si, -6.6984, 3.6508, 31.5417, 0.0134, -0.0014, 0.0228
Si, 1.425, 6.3804, 31.5502, -0.009, -0.0025, 0.0203
Si, 4.1354, 9.1194, 31.553, 0.0025, -0.0035, 0.0191
Si, -2.6501, 2.3127, 32.9001, -0.0059, -0.0086, 0.1831
Si, 0.0586, 5.0306, 32.9037, -0.0017, -0.0057, 0.1772
Si, -2.6403, 7.7316, 32.8863, -0.0154, -0.0069, 0.1804
Si, 0.0812, -0.4314, 32.9126, -0.0096, 0.0058, 0.1778
Si, -8.0767, 2.2936, 32.8872, -0.0118, 0.0041, 0.1804
Si, -5.3592, 5.0033, 32.919, -0.002, 0.0194, 0.1776
Si, 2.7768, 7.7506, 32.9019, 0.0091, 0.0063, 0.1876
Si, -5.3755, -0.4053, 32.9019, 0.0009, -0.0039, 0.1747
Si, -4.0019, 3.6535, 34.2791, 0.0044, 0.0547, 0.343
Si, -1.2931, 6.3882, 34.2656, 0.0171, -0.0214, 0.3178
Si, -4.0032, 9.0958, 34.2298, -0.0475, 0.0491, 0.3188
Si, -1.2913, 0.9417, 34.243, 0.0137, -0.0175, 0.3258
Si, 1.4271, 3.6516, 34.2309, 0.0109, 0.0494, 0.3126
Si, -6.737, 6.3817, 34.2415, 0.0444, -0.0329, 0.3282
Si, 1.4307, -1.7854, 34.2789, -0.0252, 0.025, 0.3378
Si, -6.7273, 0.9497, 34.2648, -0.0104, -0.0578, 0.3309
Si, 0.0094, -0.0087, 6.9581, 0.0073, 0.0112, -0.2468
Si, 2.7151, 2.7322, 6.9426, -0.0153, -0.0124, -0.3347
Si, 0.0036, 5.4421, 6.9081, 0.009, 0.0202, -0.3215
Si, 2.7195, -2.7233, 6.9127, 0.0109, 0.012, -0.3101
Si, 5.4338, 0.0049, 6.9209, -0.0208, 0.0057, -0.2808
Si, 8.1521, 2.7101, 6.908, -0.0014, -0.0317, -0.3307
Si, 5.4338, 5.4392, 6.9535, 0.0117, -0.006, -0.2946
Si, 8.1662, -2.7107, 6.936, 0.031, 0.0364, -0.3491
O, 3.858, -4.5972, 14.8176, 0.0027, 0.0041, 0.0014
O, -6.4011, 3.559, 24.6032, 0.0022, -0.0021, -0.0244
O, -2.6363, -0.4556, 25.7404, -0.0005, 0.0003, -0.0084
O, -3.7679, 0.3028, 22.3254, 0.0066, -0.0068, -0.0242
O, -3.2468, -0.4678, 19.8164, -0.0114, 0.0022, -0.0267
O, 1.8237, 0.3803, 24.8754, -0.0005, -0.0109, -0.0178
O, -5.3797, -3.1025, 25.6672, 0.003, -0.0011, -0.0005
O, -0.0388, 5.3952, 16.2897, -0.0007, -0.0016, -0.016
O, -7.1489, -1.4149, 24.7677, -0.0086, 0.0049, -0.0141
O, 6.9869, 4.4591, 15.0323, 0.0024, -0.0054, -0.0224
O, 3.8085, -0.419, 17.0476, -0.0032, 0.0054, -0.0063
O, 0.8599, 6.7114, 24.8773, -0.0019, 0.0019, -0.0171
O, -3.553, 6.1044, 24.8298, 0.0081, -0.0021, -0.0296
O, -7.7191, 1.5431, 20.563, 0.0054, 0.0052, -0.0056
O, -0.6183, 3.286, 22.2951, 0.0088, -0.0068, -0.0195
O, -1.5736, 1.0485, 21.1256, 0.0003, -0.001, -0.0115
O, -0.0822, 2.6467, 14.1485, -0.004, -0.0016, -0.0101
O, -7.9091, -0.1861, 22.5581, -0.0033, 0.0064, -0.0244
O, -3.2814, 7.2015, 22.4322, 0.0032, 0.0043, -0.0125
O, 0.0064, 5.3102, 19.389, -0.0003, 0.0024, -0.0118
O, 1.5784, 0.9077, 16.6609, 0.0045, -0.0023, -0.0092
O, -0.8806, -2.178, 24.9608, 0.0064, -0.0062, -0.0159
O, 5.5849, -2.7062, 14.1375, 0.0038, 0.0008, -0.01
O, -1.8757, -4.0895, 15.1955, 0.0057, 0.0065, -0.0277
O, 2.1929, 4.0051, 20.089, -0.0069, 0.0027, -0.0159
O, -5.2129, 5.3059, 22.9548, 0.0005, -0.0047, -0.0119
O, -6.1813, 3.3449, 19.4932, 0.01, -0.0065, -0.0214
O, 5.3542, 2.7472, 14.0441, 0.0013, -0.003, -0.0133
O, 1.5616, -1.176, 15.1779, -0.0022, -0.0043, -0.0287
O, -5.0204, 1.1183, 18.7105, 0.0004, -0.0005, -0.0131
O, 2.6451, -5.1802, 16.9998, 0.0001, 0.0039, -0.0057
O, -0.0489, 2.6824, 19.8104, 0.0012, 0.0082, -0.026
O, 8.1461, 5.2768, 17.1371, -0.0016, -0.0051, -0.0164
O, -0.0082, -2.773, 13.9989, 0.0031, -0.0047, -0.0014
O, 3.9144, 2.194, 17.2646, -0.0071, -0.0066, -0.0202
O, 7.7564, 0.072, 17.2337, 0.0126, 0.0043, -0.0225
O, 5.8166, -1.485, 18.2753, -0.0035, 0.0044, -0.0148
O, 5.4077, -5.277, 16.8582, -0.0001, 0.0007, -0.0166
O, 0.1429, 2.2129, 25.7296, 0.0013, 0.0031, -0.009
O, 7.6638, -1.1672, 14.961, -0.0095, -0.0112, -0.0195
O, 1.0493, -1.3743, 17.7937, -0.0058, 0.0052, -0.0207
O, -1.2295, 4.159, 24.8009, -0.0074, 0.0044, -0.0229
O, -4.549, 1.0325, 24.789, -0.0019, 0.0054, -0.0224
O, -7.5916, -2.0686, 19.0548, 0.0021, 0.0006, -0.0133
O, 1.1829, 3.6468, 17.7048, 0.0026, 0.0036, -0.0212
O, 0.8526, -3.0968, 19.6561, 0.0014, 0.0051, -0.0105
O, -4.8844, 2.6405, 22.7094, -0.0038, 0.0011, -0.0103
O, 0.9252, 1.2961, 21.8974, -0.003, -0.0061, -0.0123
O, 1.3716, -1.9262, 23.6331, -0.0002, 0.0026, -0.0153
O, 2.7111, 5.0717, 25.683, 0.0048, 0.0009, -0.0034
O, -0.791, -0.5283, 16.1716, 0.0082, -0.0058, -0.0028
O, -0.5997, 7.3516, 22.7842, -0.0105, -0.0074, -0.0216
O, 6.3697, 3.3049, 17.4032, 0.0069, 0.0073, -0.0131
O, -2.7073, 4.7079, 22.7488, -0.001, 0.002, -0.0128
O, -2.5136, 2.1985, 23.6962, -0.0013, -0.0013, -0.0125
O, 4.1879, -3.0076, 16.8442, -0.0022, -0.0064, -0.0118
O, -1.6067, 7.1519, 20.3903, 0.0071, -0.0042, -0.0238
O, -2.1822, 1.2278, 14.9588, 0.0075, 0.0013, -0.019
O, -1.9227, -1.4982, 21.8014, -0.0013, -0.0064, -0.0088
O, -7.0852, 3.727, 22.0099, -0.0113, -0.0026, -0.0228
O, -1.0693, -3.7194, 17.8376, -0.0082, -0.0033, -0.0261
O, 1.5816, -0.6123, 20.2966, -0.0039, -0.0092, -0.0135
O, 3.5564, 1.0448, 14.9186, 0.005, 0.0052, -0.0212
O, 1.853, 4.0659, 15.1179, -0.011, 0.002, -0.0243
H, -3.1895, 4.4845, 35.2116, -0.2853, -0.316, -0.2646
H, -4.8224, 2.8304, 35.2116, 0.3292, 0.2945, -0.2715
H, -2.1164, 5.5679, 35.1981, 0.2906, 0.3034, -0.2821
H, -0.4692, 7.2079, 35.1981, -0.3186, -0.3, -0.2784
H, -3.1837, 9.9198, 35.1622, -0.2893, -0.319, -0.2643
H, -4.8276, 8.2766, 35.1622, 0.2978, 0.2916, -0.2697
H, -0.4717, 1.7657, 35.1754, -0.3118, -0.3126, -0.2561
H, -2.1111, 0.1179, 35.1754, 0.2926, 0.311, -0.2612
H, 0.6005, 2.8345, 35.1633, 0.3321, 0.2876, -0.2724
H, 2.2481, 4.4742, 35.1633, -0.2969, -0.298, -0.2609
H, -7.5553, 5.5564, 35.1739, 0.2806, 0.3145, -0.26
H, -5.9119, 7.2001, 35.1739, -0.3044, -0.2906, -0.2568
H, 0.6057, -2.604, 35.2114, 0.3176, 0.3072, -0.2657
H, 2.25, -0.9611, 35.2114, -0.2773, -0.2972, -0.2753
H, -7.5477, 0.1264, 35.1972, 0.2803, 0.2994, -0.2754
H, -5.8977, 1.7636, 35.1972, -0.3315, -0.2932, -0.2808
H, -0.8202, -0.8225, 6.0256, 0.3173, 0.3016, 0.2654
H, 0.8299, 0.8144, 6.0256, -0.2563, -0.3288, 0.266
H, 1.9026, 1.9012, 6.0102, 0.2779, 0.311, 0.2512
H, 3.5383, 3.5525, 6.0102, -0.3306, -0.2926, 0.2553
H, 0.828, 6.2613, 5.9757, -0.2587, -0.3669, 0.251
H, -0.8215, 4.6237, 5.9757, 0.2499, 0.3135, 0.2776
H, 3.5393, -1.8995, 5.9803, -0.3121, -0.2834, 0.2679
H, 1.8999, -3.5473, 5.9803, 0.3083, 0.3014, 0.2737
H, 6.2603, 0.8219, 5.9885, -0.3254, -0.3004, 0.2706
H, 4.6142, -0.8191, 5.9885, 0.2841, 0.3105, 0.2738
H, 8.9704, 3.5354, 5.9756, -0.2968, -0.2647, 0.2774
H, 7.3311, 1.8875, 5.9756, 0.3437, 0.2921, 0.255
H, 4.6099, 4.6195, 6.021, 0.3026, 0.3263, 0.2551
H, 6.2588, 6.2578, 6.021, -0.2871, -0.2786, 0.2705
H, 7.3469, -3.535, 6.0036, 0.3109, 0.2509, 0.2659
H, 8.9865, -1.8875, 6.0036, -0.3519, -0.284, 0.2324

Results
free energy: -118880.661 eV
free energy less fixed offsets of H -15.71, O -570.45, Si -639.56 eV per atom: -5.461 eV

The program warned: the cutoff lies below the one the program advises for these potential files; the forces do not sum to zero within the program's tolerance; empty levels may hold ghost states of the PAW files; the exchange-correlation potential is rough where the density is thin.
